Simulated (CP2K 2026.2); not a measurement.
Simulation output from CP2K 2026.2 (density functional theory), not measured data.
Periodic cell of 504 atoms, Si360O144, from a study of silicon, its oxide and their interface. The atomic structure is a simulated model.
Doubt: the forces sum to 1.67 eV/angstrom along one axis rather than to zero, so they err by at least 0.0033 eV/angstrom per atom on average; the grid cutoff is modest.

Settings
functional: PBE
method: Gaussian and plane waves
basis set: DZVP-MOLOPT-SR-GTH
pseudopotentials: GTH-PBE
grid cutoff: 350 Ry, relative cutoff 50 Ry
k points: Gamma only
occupations: fixed
spin: none
net charge: 0

Cell vectors (angstrom)
a	16.32	0	0
b	0	16.32	0
c	-1.9274	6.6143	33.5312

Atoms and the computed forces on them: element, x, y, z (angstrom), force x, y, z (eV/angstrom)
Si	-0.266	21.282	33.509	-0.214	0.103	0.743
Si	4.201	1.168	0.121	-0.132	0.228	0.78
Si	1.252	4.389	0.017	0.044	-0.25	0.682
Si	4.394	6.557	0.198	-0.097	0.053	0.713
Si	-0.861	16.338	33.505	0.2	-0.075	0.73
Si	1.981	19.058	33.486	0.119	-0.237	0.727
Si	4.562	21.886	33.4	0.339	-0.314	0.698
Si	9.687	1.14	0.05	-0.178	0.137	0.702
Si	6.502	4.275	0.043	0.177	-0.123	0.738
Si	9.251	7.112	0.081	0.071	-0.149	0.749
Si	7.016	9.213	0.325	0.118	0.114	0.689
Si	7.984	18.606	33.515	-0.218	0.121	0.705
Si	12.023	15.392	0.251	-0.023	-0.183	0.694
Si	14.639	1.581	0.301	0.255	-0.045	0.75
Si	12.431	3.781	0.107	-0.15	0.31	0.743
Si	13.313	13.13	33.53	-0.166	0.173	0.793
Si	12.103	9.735	0.097	0.078	-0.175	0.71
Si	13.212	18.583	33.407	-0.153	0.196	0.7
Si	2.684	16.267	1.376	-0.001	-0.019	-0.048
Si	5.388	2.731	1.408	-0.009	0	-0.04
Si	2.745	5.468	1.454	-0.003	0.006	-0.031
Si	5.512	8.038	1.614	-0.001	0.001	-0.02
Si	2.72	10.85	1.245	-0.018	0.022	-0.02
Si	5.484	13.605	1.237	-0.017	0.006	-0.05
Si	8.105	16.287	1.301	-0.017	-0.005	-0.056
Si	10.832	2.694	1.412	-0.002	-0.013	-0.076
Si	8.13	5.437	1.32	-0.007	-0.005	-0.058
Si	10.887	8.183	1.374	0.005	0.009	-0.051
Si	8.256	10.916	1.325	0.005	-0.009	-0.051
Si	10.941	13.613	1.35	-0.001	-0.002	-0.048
Si	13.503	16.442	1.701	-0.002	-0.001	-0.014
Si	0.075	2.744	1.297	0.004	0.033	-0.052
Si	13.607	5.428	1.309	0.02	-0.014	-0.072
Si	-0.026	8.155	1.338	0.004	-0.009	-0.042
Si	13.63	10.928	1.378	0.014	-0.004	-0.048
Si	-0.029	13.575	1.212	0.001	-0.004	-0.076
Si	1.346	1.343	2.7	0.002	0.027	0.002
Si	4.038	4.047	2.799	0.012	-0.006	0.017
Si	1.376	6.867	2.743	-0.008	0.002	0.023
Si	4.06	9.522	2.695	-0.028	-0.005	0.002
Si	1.346	12.223	2.639	-0.006	-0.004	0.015
Si	4.121	14.933	2.684	0.003	-0.004	0.046
Si	6.813	1.372	2.705	0.012	-0.001	0.017
Si	9.492	4.103	2.698	-0.023	-0.013	0.03
Si	6.863	6.686	2.885	0.041	-0.008	0.055
Si	9.566	9.557	2.756	-0.012	-0.004	0.039
Si	6.834	12.262	2.635	-0.009	-0.023	0.004
Si	9.472	14.922	2.68	0.009	0.023	0.008
Si	12.128	1.456	2.949	-0.02	0.051	0.046
Si	14.985	4.083	2.697	-0.012	-0.009	0.039
Si	12.252	6.789	2.68	0.014	0.01	0.011
Si	14.931	9.492	2.716	0.009	0.009	0.017
Si	12.305	12.302	2.747	-0.008	-0.005	0.021
Si	14.982	14.933	2.699	0.018	-0.036	0.003
Si	-0.003	16.31	4.062	-0.01	-0.001	0.009
Si	2.688	2.675	4.112	0.004	-0.002	0.005
Si	0.004	5.461	4.067	0.001	-0.006	-0.026
Si	2.726	8.2	4.108	-0.002	-0.008	0.02
Si	0.004	10.867	4.044	0.015	0.008	-0.019
Si	2.724	13.579	4.024	-0.017	-0.001	-0.019
Si	5.449	16.317	4.059	-0.021	0.001	-0.014
Si	8.158	2.726	4.081	-0.01	-0.005	-0.006
Si	5.428	5.373	4.171	-0.002	0.005	-0.004
Si	8.206	8.168	4.121	-0.008	0.004	-0.026
Si	5.45	10.9	4.009	0.015	0.008	0.001
Si	8.143	13.589	4.071	0.017	-0.003	0.006
Si	10.786	16.29	4.13	0.009	-0.021	-0.003
Si	13.616	2.792	4.147	0.009	-0.008	-0.005
Si	10.883	5.448	4.057	0.007	-0.008	-0.019
Si	13.58	8.146	4.079	0.002	0.021	0.006
Si	10.927	10.916	4.091	-0.003	0.003	-0.006
Si	13.644	13.622	4.116	0.003	-0.009	0.025
Si	1.346	14.953	16.332	0.002	0.003	-0.004
Si	4.092	17.698	16.328	0.006	-0.002	0.002
Si	1.37	4.081	16.295	-0.005	0.007	-0.01
Si	4.104	6.791	16.294	0.001	0.004	-0.009
Si	1.333	9.543	16.272	0.003	-0.003	-0.017
Si	4.072	12.27	16.293	0.003	0.01	-0.011
Si	6.798	14.964	16.297	0.001	-0.006	-0.009
Si	9.519	17.673	16.335	0.001	-0.001	-0.008
Si	6.801	4.074	16.336	-0.005	0.003	-0.004
Si	9.527	6.807	16.348	-0.002	0.003	-0.007
Si	6.813	9.494	16.32	-0.004	0	-0.007
Si	9.521	12.221	16.326	-0.006	0.006	-0.003
Si	12.238	14.951	16.338	-0.003	-0.005	-0.004
Si	14.967	17.678	16.317	0.001	0.002	-0.008
Si	12.233	4.085	16.321	-0.004	-0.011	-0.011
Si	14.942	6.819	16.299	0.004	-0.004	-0.007
Si	12.229	9.499	16.328	0.002	-0.005	-0.006
Si	14.961	12.245	16.34	0.007	-0.004	0.001
Si	2.712	16.335	17.654	0	0.006	0.016
Si	5.459	19.035	17.726	-0.001	-0.009	0.01
Si	2.768	5.411	17.637	-0.005	-0.003	-0.012
Si	5.434	8.152	17.675	0.01	-0.009	0.028
Si	2.646	10.952	17.607	-0.012	0.008	-0.016
Si	5.455	13.604	17.656	-0.017	0.001	0.019
Si	8.137	16.311	17.68	0.008	-0.007	0
Si	10.904	19.019	17.684	-0.008	-0.011	0.005
Si	8.149	5.451	17.686	0.015	0.007	0.022
Si	10.882	8.16	17.74	0.004	0.004	0.005
Si	8.197	10.817	17.685	0.011	-0.004	-0.006
Si	10.858	13.594	17.69	0.008	0.002	0.02
Si	13.624	16.306	17.68	-0.006	0.013	-0.01
Si	-0.003	19.066	17.655	0.006	-0.012	0.006
Si	13.558	5.493	17.665	-0.004	0.004	-0.007
Si	0.005	8.169	17.637	-0.012	0.019	0.028
Si	13.611	10.841	17.665	-0.002	-0.001	0.013
Si	-0.012	13.608	17.731	-0.004	0.001	0.011
Si	1.35	17.702	19.012	0.007	-0.006	-0.043
Si	4.083	4.075	19.074	0.005	0.008	0.002
Si	1.423	6.811	18.925	0.011	-0.003	-0.035
Si	4.01	9.596	18.886	0.006	-0.005	-0.031
Si	1.344	12.247	19.1	0.007	-0.006	-0.006
Si	4.084	14.977	18.997	-0.001	0.013	-0.039
Si	6.809	17.649	19.093	-0.001	0	-0.018
Si	9.54	4.08	19.005	-0.009	0.016	-0.04
Si	6.776	6.785	19.077	-0.014	-0.005	-0.025
Si	9.507	9.468	19.142	-0.012	0.017	-0.001
Si	6.833	12.201	18.969	-0.006	0.012	-0.03
Si	9.489	14.971	19.051	-0.003	-0.017	-0.027
Si	12.292	17.66	19.042	0.009	0.001	-0.028
Si	14.946	4.151	18.963	0.012	-0.016	-0.027
Si	12.25	6.826	19.123	0.005	-0.009	0
Si	14.988	9.503	19.045	0.002	-0.001	-0.027
Si	12.209	12.17	18.993	-0.012	-0.015	-0.042
Si	14.941	14.964	19.099	0.007	0.006	-0.003
Si	-0.012	16.381	20.418	0.016	0.004	0.062
Si	2.725	19.024	20.413	-0.022	-0.024	0.051
Si	0.061	5.48	20.257	0.011	0.008	0.053
Si	2.712	8.243	20.254	-0.007	-0.003	0.052
Si	-0.006	10.86	20.466	-0.008	-0.008	0.039
Si	2.732	13.649	20.392	0.008	0.012	0.055
Si	5.413	16.295	20.437	-0.01	-0.008	0.06
Si	8.218	19.026	20.385	-0.002	0.002	0.073
Si	5.406	5.423	20.473	0.008	0.014	0.046
Si	8.11	8.123	20.513	0.001	-0.004	0.069
Si	5.357	10.911	20.244	-0.004	0.017	0.045
Si	8.172	13.514	20.374	0.027	-0.004	0.03
Si	10.902	16.31	20.396	0.001	-0.005	0.04
Si	13.628	19.12	20.347	-0.024	0.006	0.055
Si	10.857	5.435	20.426	-0.006	-0.013	0.079
Si	13.683	8.145	20.479	0.018	0.011	0.061
Si	10.915	10.827	20.462	0.016	0.003	0.064
Si	13.545	13.519	20.35	0.014	-0.013	0.053
Si	1.584	15.238	21.69	-0.106	-0.152	-0.783
Si	3.811	17.433	21.77	0.209	0.128	-0.778
Si	1.154	20.268	21.628	0.255	0.077	-0.759
Si	4.248	7.152	21.607	0.014	-0.258	-0.738
Si	1.195	9.269	21.738	0.084	0.246	-0.71
Si	4.324	12.479	21.663	-0.195	-0.064	-0.739
Si	6.577	14.641	21.637	0.025	0.124	-0.676
Si	9.903	18.004	21.683	-0.121	-0.116	-0.767
Si	6.972	20.484	21.725	-0.199	-0.118	-0.747
Si	9.184	6.405	21.766	0.122	0.28	-0.803
Si	6.415	9.368	21.607	0.226	-0.015	-0.693
Si	9.723	12.38	21.766	-0.148	-0.16	-0.71
Si	11.941	14.605	21.646	0.016	0.103	-0.712
Si	-1.086	18.071	21.665	-0.09	-0.202	-0.765
Si	12.112	20.261	21.737	0.133	0.199	-0.727
Si	-0.963	6.987	21.704	-0.245	-0.004	-0.754
Si	12.538	9.724	21.79	-0.127	-0.153	-0.689
Si	14.682	12.004	21.728	0.191	0.053	-0.746
Si	13.973	20.015	26.312	-0.03	-0.001	-0.005
Si	7.246	18.065	28.44	0.081	0.015	0.083
Si	6.591	10.955	26.374	-0.031	0.035	0.017
Si	12.129	8.309	24.576	0.043	0.087	-0.191
Si	1.441	13.634	28.842	0.018	-0.018	0.003
Si	5.942	13.94	26.449	0.112	0.147	0.108
Si	5.663	18.618	23.978	-0.049	0.023	-0.182
Si	7.249	15.89	24.385	-0.016	-0.039	-0.06
Si	4.829	20.841	25.675	-0.018	0.012	0.079
Si	1.033	14.962	31.491	0.019	0.026	0.163
Si	13.696	5.607	23.952	-0.051	-0.077	-0.171
Si	2.499	11.157	23.868	0.021	-0.081	-0.177
Si	3.255	17.08	31.577	-0.035	0.084	0.086
Si	11.146	14.75	28.509	0.037	0.116	0.038
Si	2.611	5.669	23.827	-0.032	0.047	-0.12
Si	12.277	9.446	29.118	0.002	-0.097	0.028
Si	12.024	14.964	31.368	0.074	0.043	0.1
Si	0.888	9.429	31.322	-0.002	0.105	0.053
Si	-0.567	14.328	26.767	0.031	0.052	-0.054
Si	4.916	6.255	30.511	0.001	-0.091	0.088
Si	8.482	19.577	30.785	-0.108	0.069	0.074
Si	5.795	8.94	31.377	0.073	-0.027	0.234
Si	13.539	10.444	26.445	-0.031	-0.074	0.057
Si	3.81	9.796	26.349	-0.075	0.106	0.035
Si	9.044	19.467	26.424	0.044	0.04	0
Si	11.4	20.619	28.047	0.043	-0.014	0.042
Si	12.074	6.28	31.668	-0.061	0.137	0.17
Si	-1.607	21.6	30.744	0.119	0.059	0.088
Si	2.126	10.681	28.816	0.032	-0.099	-0.038
Si	8.188	13.076	30.663	0.008	-0.014	0.018
Si	8.059	15.041	28.442	0.121	-0.03	-0.006
Si	7.388	10.567	29.405	0.048	0.045	0.103
Si	12.542	15.535	24.491	0.011	0.027	-0.086
Si	4.337	17.746	28.925	-0.032	-0.099	-0.009
Si	0.929	16.799	26.22	0.02	-0.086	0.027
Si	9.813	17.096	24.597	-0.028	-0.084	-0.107
Si	12.833	16.857	29.477	0.134	0.058	-0.028
Si	12.833	13.386	26.554	0.076	-0.017	0.066
Si	-1.374	8.035	29.549	-0.036	0.103	0.074
Si	10.028	10.899	30.593	0.059	-0.045	0.02
Si	14.793	17.435	24.644	0.128	0.08	-0.085
Si	3.33	15.415	27.216	-0.06	-0.011	-0.122
Si	7.633	5.65	25.996	0.087	0.061	-0.01
Si	1.618	19.025	28.257	-0.015	-0.008	-0.079
Si	-1.2	19.077	28.999	-0.181	-0.084	-0.066
Si	9.369	7.717	24.459	-0.111	-0.144	-0.019
Si	10.548	7.09	29.104	-0.012	-0.141	0.034
Si	7.778	5.92	29.165	0.01	-0.011	0.079
Si	2.999	21.696	28.112	0.119	0.015	0
Si	8.161	10.517	23.768	-0.048	0.119	-0.142
Si	2.039	7.48	26.148	-0.047	-0.032	-0.002
Si	-0.14	9.408	27.14	0.053	-0.05	0.023
Si	0.223	13.373	23.835	0.049	-0.056	-0.158
Si	11.502	19.11	30.736	0.062	-0.049	0.089
Si	1.38	14.953	5.406	0.005	-0.009	0.003
Si	4.082	1.332	5.445	0.02	0.004	0.01
Si	1.343	4.081	5.437	-0.006	0.002	0.008
Si	4.076	6.807	5.454	0	0.005	-0.003
Si	1.355	9.541	5.45	-0.008	0.003	0.006
Si	4.086	12.237	5.402	-0.005	-0.015	-0.009
Si	6.794	14.96	5.432	0.01	0.017	0.003
Si	9.475	1.359	5.476	0.003	0.008	0.008
Si	6.803	4.034	5.493	-0.004	-0.008	0.019
Si	9.558	6.805	5.461	0	-0.003	0.003
Si	6.792	9.535	5.412	-0.004	0.003	-0.003
Si	9.524	12.248	5.433	-0.001	0	0.014
Si	12.229	14.965	5.444	0.002	0.009	0.002
Si	14.959	1.355	5.439	-0.019	-0.003	0.002
Si	12.239	4.132	5.473	-0.002	0	0.015
Si	14.958	6.805	5.439	-0.004	-0.005	0.002
Si	12.251	9.525	5.449	-0.001	-0.007	0.007
Si	14.984	12.225	5.438	0.011	-0.004	0.012
Si	2.721	16.3	6.8	0.006	0.004	-0.003
Si	5.431	2.686	6.83	0.005	-0.011	0.005
Si	2.709	5.44	6.799	0.006	-0.002	-0.002
Si	5.444	8.173	6.794	0.001	0.001	-0.002
Si	2.733	10.892	6.791	-0.007	-0.005	0.004
Si	5.432	13.596	6.783	-0.001	0.007	0.001
Si	8.13	16.314	6.825	-0.005	0.005	0.009
Si	10.879	2.725	6.798	0.009	-0.009	-0.006
Si	8.174	5.437	6.803	-0.009	-0.003	-0.007
Si	10.898	8.169	6.822	0.008	0.006	0
Si	8.155	10.885	6.784	0.004	-0.003	-0.004
Si	10.88	13.599	6.805	-0.005	-0.004	-0.004
Si	13.588	16.329	6.799	-0.003	0.004	0.007
Si	-0.005	2.718	6.803	-0.004	0.002	-0.006
Si	13.602	5.472	6.829	-0.013	0.008	0.005
Si	-0.002	8.166	6.799	0.005	0.007	0.001
Si	13.617	10.877	6.805	0.001	-0.001	0
Si	0.018	13.602	6.783	0	-0.012	0.004
Si	1.362	17.677	8.153	0.002	0.001	-0.004
Si	4.073	4.079	8.158	0.005	-0.003	-0.007
Si	1.354	6.801	8.161	-0.006	-0.005	-0.007
Si	4.081	9.526	8.157	0	0.002	-0.004
Si	1.371	12.248	8.154	0.012	0.01	0
Si	4.08	14.947	8.162	0	0.002	0.003
Si	6.785	17.661	8.196	-0.012	-0.012	0.008
Si	9.525	4.078	8.17	0.003	0.004	-0.008
Si	6.805	6.805	8.149	-0.001	0.011	0.003
Si	9.512	9.526	8.154	-0.002	-0.011	0.001
Si	6.798	12.243	8.15	-0.001	-0.003	-0.006
Si	9.518	14.96	8.165	0.006	0.015	-0.005
Si	12.236	17.688	8.163	0.009	-0.007	0.009
Si	14.955	4.08	8.166	-0.011	-0.004	-0.004
Si	12.249	6.819	8.191	0.018	0.009	0.008
Si	14.967	9.52	8.171	-0.006	-0.005	0.001
Si	12.242	12.236	8.157	-0.004	-0.004	-0.003
Si	14.961	14.959	8.14	-0.004	0.001	-0.008
Si	-0.006	16.321	9.509	-0.002	-0.002	-0.002
Si	2.716	2.719	9.518	0.01	0.002	-0.001
Si	-0.003	5.44	9.524	-0.002	0.001	-0.003
Si	2.721	8.163	9.515	0.004	0	0.003
Si	0.01	10.887	9.516	0.003	-0.001	-0.006
Si	2.721	13.598	9.525	-0.001	-0.004	0.001
Si	5.429	16.302	9.54	0.004	0.005	0.006
Si	8.161	2.715	9.526	-0.008	-0.007	-0.007
Si	5.44	5.443	9.509	-0.003	-0.003	-0.002
Si	8.159	8.16	9.516	0.001	0.002	0
Si	5.442	10.883	9.517	-0.005	0.001	0.002
Si	8.157	13.597	9.52	0.002	0.007	-0.001
Si	10.877	16.323	9.522	0.001	0	0
Si	13.596	2.721	9.527	-0.005	0.002	0.003
Si	10.884	5.44	9.528	0.004	0.003	-0.006
Si	13.608	8.172	9.541	-0.006	0.003	0.008
Si	10.874	10.881	9.515	0.002	-0.006	0
Si	13.601	13.604	9.509	0.008	0	0
Si	1.354	14.964	10.872	0.01	0.002	-0.001
Si	4.074	17.681	10.88	-0.002	-0.009	0
Si	1.358	4.079	10.881	-0.002	-0.006	-0.003
Si	4.082	6.802	10.875	0.001	0.001	-0.004
Si	1.363	9.524	10.879	-0.002	0.001	0.003
Si	4.082	12.239	10.883	0.003	0.006	0.003
Si	6.8	14.95	10.893	-0.011	0.003	0.002
Si	9.519	17.678	10.89	0.009	0.004	0.002
Si	6.799	4.082	10.872	0.004	0.007	-0.001
Si	9.519	6.801	10.877	-0.005	-0.002	0
Si	6.801	9.519	10.878	0.003	-0.003	-0.001
Si	9.519	12.24	10.882	0.001	-0.002	-0.005
Si	12.241	14.961	10.878	-0.004	0.002	-0.003
Si	14.958	17.677	10.881	0.002	0.004	0
Si	12.238	4.078	10.889	0.005	-0.004	0.002
Si	14.962	6.8	10.89	-0.004	0.003	0.003
Si	12.232	9.527	10.881	0.004	0.001	0.002
Si	14.96	12.246	10.869	-0.002	-0.004	-0.003
Si	2.712	16.324	12.231	-0.001	0.012	-0.003
Si	5.443	2.72	12.232	-0.001	-0.001	-0.003
Si	2.72	5.443	12.235	0.002	-0.001	0.002
Si	5.445	8.157	12.24	0	0.003	0.006
Si	2.723	10.88	12.242	0.006	-0.003	-0.001
Si	5.437	13.596	12.251	0.002	-0.008	0.004
Si	8.162	16.314	12.249	-0.001	-0.003	0
Si	10.877	2.719	12.252	0	-0.002	0.001
Si	8.163	5.435	12.232	-0.003	0.005	-0.003
Si	10.876	8.16	12.238	0.005	0.002	0.001
Si	8.159	10.878	12.241	0.001	0	0.002
Si	10.882	13.599	12.241	0.005	0.001	0
Si	13.596	16.321	12.245	0	-0.002	-0.001
Si	0	2.717	12.242	0.002	0	0.005
Si	13.599	5.437	12.245	-0.004	-0.004	0.001
Si	0	8.168	12.242	0.003	-0.003	0.003
Si	13.592	10.892	12.227	-0.005	0.002	-0.004
Si	-0.006	13.607	12.232	-0.001	0.006	-0.004
Si	1.361	17.675	13.602	0.012	-0.013	0.001
Si	4.084	4.081	13.587	0.002	-0.001	0.001
Si	1.36	6.806	13.597	-0.006	0.012	0.006
Si	4.086	9.519	13.601	0.005	-0.007	0.003
Si	1.357	12.25	13.586	-0.001	-0.002	0.003
Si	4.074	14.976	13.592	-0.011	0.01	-0.003
Si	6.804	17.686	13.599	-0.006	0.003	0.008
Si	9.512	4.08	13.606	-0.002	0.002	0.002
Si	6.814	6.794	13.594	0.008	-0.012	-0.003
Si	9.523	9.521	13.601	-0.002	0	0.006
Si	6.796	12.23	13.606	-0.003	0.007	0.003
Si	9.523	14.951	13.608	0.008	-0.003	0.004
Si	12.237	17.679	13.612	-0.005	0.004	0.007
Si	14.961	4.078	13.602	0.001	-0.003	0.002
Si	12.228	6.792	13.596	0.006	0.001	0.004
Si	14.942	9.531	13.585	-0.011	0.013	-0.001
Si	12.244	12.241	13.604	0.004	-0.006	0.002
Si	14.954	14.958	13.603	0.004	-0.002	0.008
Si	-0.001	16.314	14.96	-0.001	0.007	-0.002
Si	2.731	19.039	14.947	0	0.004	0.004
Si	-0.004	5.448	14.956	0	-0.006	-0.003
Si	2.723	8.162	14.957	0.002	-0.001	0
Si	-0.023	10.902	14.933	-0.004	-0.003	0
Si	2.71	13.621	14.943	0.006	-0.002	0.003
Si	5.437	16.334	14.953	-0.001	-0.005	0.001
Si	8.161	19.037	14.972	0.006	-0.003	0.002
Si	5.457	5.427	14.946	0.004	0.007	0.005
Si	8.174	8.151	14.958	0.004	-0.001	0.004
Si	5.442	10.872	14.973	0	-0.003	0.002
Si	8.161	13.585	14.962	-0.005	-0.003	-0.003
Si	10.879	16.312	14.974	-0.002	-0.004	0
Si	13.601	19.043	14.967	0.005	-0.006	-0.003
Si	10.867	5.441	14.968	0.005	-0.001	0
Si	13.583	8.164	14.94	-0.007	0.003	-0.002
Si	10.887	10.876	14.963	0.004	0.002	0.002
Si	13.599	13.599	14.972	-0.002	0.008	0.001
O	3.699	11.796	22.998	0.153	-0.135	0.199
O	3.495	12.042	33.112	-0.031	0.132	-0.408
O	-1.041	12.758	23.04	-0.357	0.229	0.382
O	12.521	19.083	32.005	0.054	0.019	0.036
O	5.356	8.236	22.15	0.031	-0.011	0.257
O	11.15	8.459	28.493	-0.336	0.026	-0.455
O	12.727	15.208	22.928	0.333	0.281	-0.073
O	1.67	4.683	22.982	-0.313	0.181	0.184
O	13.068	11.903	25.98	-0.334	0.159	-0.38
O	9.82	6.785	23.215	0.18	-0.098	0.27
O	8.929	6.673	33.157	-0.04	-0.05	-0.397
O	8.031	13.201	32.255	0.157	-0.277	0.036
O	5.119	10.134	32.235	-0.019	0.017	-0.274
O	9.344	17.413	23.083	-0.395	-0.239	0.087
O	1.316	12.222	24.06	0.201	0.008	0.253
O	11.927	9.027	23.132	-0.316	-0.03	0.102
O	11.032	15.746	32.38	0.204	-0.11	-0.293
O	9.031	17.405	33.098	0.1	0.03	-0.19
O	12.677	13.717	32.148	0.041	-0.077	-0.447
O	0.184	10.583	32.223	0.169	0.409	-0.442
O	8.706	16.015	25.092	0.051	-0.452	0.332
O	11.681	9.331	33.291	0.142	0.098	-0.472
O	6.17	14.807	33.16	-0.042	-0.103	-0.304
O	0.663	14.118	30.172	-0.725	-0.254	0.035
O	7.566	19.36	32.114	-0.304	0.069	-0.234
O	0.128	8.11	22.213	0.061	0.091	0.419
O	1.418	18.202	26.874	0.233	0.37	-0.269
O	11.117	7.012	30.613	-0.222	0.247	0.138
O	-0.786	21.904	32.098	0.043	0.268	-0.107
O	13.61	10.879	22.264	-0.084	-0.082	0.529
O	13.453	8.599	29.864	-0.173	-0.001	0.214
O	2.011	16.181	31.103	0.05	-0.008	-0.494
O	14.373	17.476	33.022	-0.065	0.024	-0.245
O	11.031	19.102	22.16	0.118	-0.135	0.261
O	10.795	13.552	22.203	-0.071	0.221	0.568
O	-0.296	15.568	32.18	-0.402	-0.183	-0.291
O	14.549	17.631	23.066	-0.158	-0.058	-0.041
O	8.039	5.311	22.189	0.068	0.064	0.543
O	4.372	18.095	23.151	-0.339	-0.119	0.2
O	1.914	9.856	23.087	0.01	-0.318	0.255
O	12.973	9.282	25.511	0.323	-0.088	-0.133
O	4.706	7.784	31.04	-0.648	0.254	-0.145
O	5.26	19.299	25.396	-0.088	-0.484	0.564
O	3.408	8.299	25.895	0.559	-0.254	-0.201
O	3.351	6.643	33.221	0.033	-0.087	-0.457
O	8.567	20.729	25.527	0.176	0.023	-0.567
O	0.333	18.572	29.126	0.17	-0.342	0.306
O	0.861	20.175	33.066	-0.007	0.031	-0.407
O	7.056	8.343	32.225	0.236	0	-0.314
O	6.423	19.717	23.055	-0.106	0.026	0.243
O	0.741	10.383	28.056	-0.162	0.33	0.23
O	2.278	12.27	29.052	0.365	0.155	0.229
O	10.023	19.905	27.623	-0.104	-0.163	0.381
O	0.885	14.58	22.998	-0.056	0.038	0.202
O	11.138	14.512	30.104	-0.572	-0.225	-0.005
O	0.809	8.522	26.189	-0.227	0.071	-0.483
O	12.489	20.28	26.904	-0.341	-0.227	-0.14
O	-1.27	6.431	29.67	0.026	-0.01	-0.366
O	9.647	12.449	30.305	0.399	0.283	-0.165
O	4.03	16.393	32.785	-0.087	0.175	-0.089
O	2	9.993	30.282	0.45	-0.218	0.009
O	8.93	7.063	29.203	-0.081	0.385	-0.026
O	9.09	11.678	23.113	0.14	0.183	0.487
O	5.466	13.547	22.166	-0.143	0.013	0.251
O	12.997	10.283	27.954	0.223	0.252	0.196
O	9.859	10.742	32.191	-0.186	0.287	-0.082
O	4.148	21.105	27.118	0.178	-0.31	0.224
O	13.003	7.304	32.506	0.479	-0.07	-0.155
O	8.271	21.006	30.081	0.311	-0.006	0.182
O	-1.168	10.347	26.332	0.194	0.529	-0.477
O	7.754	18.788	27.102	-0.355	-0.083	-0.386
O	0.035	19.179	22.106	-0.071	-0.087	0.504
O	-1.849	12.055	33.079	0.112	0.009	-0.233
O	11.118	21.65	32.563	0.251	-0.595	-0.222
O	-1.348	20.109	30.218	0.13	-0.21	0.333
O	-0.121	15.876	27.077	-0.086	0.282	0.445
O	1.755	6.438	24.953	-0.489	0.031	0.078
O	3.759	21.121	24.519	0.138	-0.241	-0.204
O	10.019	19.438	31.252	-0.029	-0.104	0.67
O	8.254	7.024	25.402	-0.432	0.439	0.157
O	13.222	15.874	30.724	0.5	-0.065	0.23
O	2.462	14.813	28.431	-0.109	0.062	0.243
O	11.313	16.553	24.665	0.191	0.281	0.051
O	12.844	6.887	24.403	0.028	-0.138	0.123
O	9.629	15.055	28.007	-0.121	-0.063	-0.519
O	0.354	13.375	27.685	0.013	-0.667	-0.262
O	2.691	16.325	22.223	0.139	0.008	0.353
O	11.731	13.45	27.741	0.016	-0.332	0.215
O	7.103	12.005	30.107	-0.516	0.037	-0.114
O	1.788	13.96	32.495	-0.037	0.115	-0.092
O	-1.005	8.382	28.026	-0.321	-0.253	-0.43
O	1.635	8.394	32.295	-0.066	0.039	-0.511
O	8.88	10.053	29.814	0.222	-0.572	-0.028
O	4.19	16.663	27.753	0.272	0.259	-0.374
O	-0.307	8.694	30.546	-0.119	-0.163	0.014
O	3.022	18.659	28.94	-0.029	0.149	0.175
O	12.777	4.569	23.096	0.009	-0.21	0.409
O	14.301	21.215	25.275	0.269	0.211	0.131
O	11.51	10.467	30.123	0.417	0.086	0.096
O	7.769	10.852	25.283	0.343	0.158	0.387
O	14.147	18.649	25.479	-0.029	-0.221	0.072
O	5.884	12.375	26.127	-0.256	0.022	-0.026
O	3.34	10.123	27.885	0.217	-0.211	0.419
O	6.601	17.362	24.315	-0.018	0.279	0.094
O	2.672	18.502	32.103	-0.101	0.082	-0.382
O	7.268	10.741	27.816	0.101	0.095	-0.013
O	14.214	14.025	27.111	-0.022	0.101	0.348
O	11.873	20.084	29.491	0.478	0.333	0.145
O	7.6	5.574	27.605	-0.179	-0.118	-0.074
O	11.543	17.661	30.035	-0.618	-0.295	-0.314
O	5.413	9.863	26.207	0.106	-0.552	0.051
O	13.139	21.642	30.995	-0.158	-0.309	-0.088
O	4.368	17.143	30.415	0.532	-0.291	0.342
O	6.326	6.324	29.722	0.041	0.146	-0.11
O	7.369	16.477	28.276	-0.101	-0.154	-0.29
O	8.876	9.083	23.774	0.14	-0.03	-0.246
O	10.704	8.044	25.294	-0.08	0.132	0.903
O	11.113	5.885	28.179	0.362	0.289	-0.535
O	5.023	21.615	31.838	0.37	-0.567	-0.198
O	0.065	17.208	24.904	0.398	0.253	-0.43
O	7.375	15.271	22.902	0.273	0.097	-0.089
O	6.311	9.511	29.962	-0.259	-0.236	-0.458
O	2.291	15.901	26.042	0.194	-0.069	-0.431
O	3.059	10.806	25.333	-0.192	0.195	0.122
O	14.9	6.139	23.017	0.394	-0.062	0.291
O	7.997	14.517	29.974	-0.217	0.33	0.438
O	7.104	14.071	27.57	-0.005	-0.316	0.204
O	1.76	20.635	28.151	-0.32	0.167	0.094
O	8.142	18.435	29.717	0.313	-0.327	0.021
O	12.23	14.205	25.312	-0.429	-0.437	-0.151
O	2.279	6.715	27.553	-0.276	0.22	0.53
O	3.336	6.74	22.881	0.111	0.056	0.259
O	6.33	14.878	25.21	-0.239	-0.036	-0.127
O	4.406	14.31	26.781	-0.198	-0.477	-0.039
O	6.835	10.322	22.868	-0.217	0.152	0.334
O	12.208	15.984	28.243	0.284	0.137	-0.481
O	13.927	16.137	25.054	0.311	-0.106	0.537
O	6.112	5.488	25.483	-0.195	0.27	-0.276
O	9.8	18.432	25.474	0.392	0.32	0.065
O	5.715	18.534	28.673	0.013	0.532	-0.085
O	14.064	17.836	29.082	0.016	-0.31	-0.06
O	-1.365	19.885	27.596	0.481	0.351	-0.167
O	-0.284	13.973	25.224	0.11	0.298	0.056
O	3.725	22.05	29.532	-0.066	0.001	-0.038

Results
total energy: -101657.572 eV
total energy less fixed offsets of O -438.35, Si -107.03 eV per atom: -4.372 eV
